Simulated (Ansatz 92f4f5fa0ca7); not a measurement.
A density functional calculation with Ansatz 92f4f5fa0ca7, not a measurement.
Periodic cell of 209 atoms, Si128O81, from a study of silicon, its oxide and their interface. The atomic structure is a simulated model.
Doubt: the cutoff is far below the 930 eV that the study's wrapper takes by default for these files, so forces and energies are approximate.
This geometry differs little from another in the collection (a relaxation step or a small displacement).

Settings: functional PBE; potential files Ansatz PAW; basis plane waves; wave-function cutoff 580 eV; density cutoff ratio 5; exchange-correlation grid ratio 1; k mesh 1 x 1 x 1, Gamma-centred; self-consistency stop 5e-08 eV per atom in the density residual; occupations fixed; spin none; net charge 0.

Cell vectors (angstrom)
a	10.938	0	0
b	0	10.938	0
c	-4.3431	2.2702	30.758

Atoms and the computed forces on them: element, x, y, z (angstrom), force x, y, z (eV/angstrom)
Si	0.6623	6.855	24.3178	-0.0873	0.0744	0.1329
Si	4.2722	-0.1304	24.5538	0.1298	0.0688	0.0231
Si	-2.0707	-0.5474	24.9571	0.0631	-0.0844	-0.1831
Si	-1.2051	5.2175	24.701	0.0185	0.1542	0.0079
Si	7.3675	8.4216	24.7403	0.0261	0.0399	-0.1759
Si	-4.5535	2.1908	24.8354	-0.042	0.007	0.1649
Si	-0.1697	3.5884	26.0133	0.0453	-0.048	-0.0455
Si	2.4429	6.1251	25.7264	0.0174	-0.0071	0.0176
Si	-0.3908	-1.6842	26.094	0.0667	-0.1907	-0.1127
Si	2.567	0.8821	25.9015	-0.0426	0.0766	-0.0097
Si	5.0287	3.6926	25.9303	0.0301	-0.0344	-0.0188
Si	8.0804	6.4554	25.924	-0.0054	-0.0064	0.0077
Si	5.3347	9.0971	25.8374	0.0067	0.0019	0.0291
Si	-3.1221	1.0056	26.2469	-0.0304	0.0236	-0.0261
Si	-1.5779	2.303	27.389	-0.0443	-0.0341	-0.002
Si	1.1485	4.9752	27.3553	0.0112	0.1011	-0.0039
Si	-1.603	-3.1898	27.4249	0.0636	-0.0055	-0.0081
Si	1.1734	-0.4379	27.3149	0.0288	-0.0342	-0.0176
Si	3.8374	2.2597	27.3616	0.0345	-0.0017	0.0041
Si	6.5725	5.0588	27.237	0	-0.0193	0.0061
Si	3.8441	7.672	27.1549	-0.0266	0.0161	-0.0167
Si	6.5195	-0.5195	27.4306	-0.0089	-0.0099	-0.1
Si	-0.2414	0.903	28.707	0.2787	-0.0299	0.0631
Si	2.4931	3.6375	28.707	0.0434	-0.1149	0.3597
Si	-0.2414	-4.566	28.707	0.3181	-0.1598	0.2585
Si	2.4931	-1.8315	28.707	0.2306	-0.3338	-0.7187
Si	5.2276	0.903	28.707	-0.3938	0.0531	0.4956
Si	-2.9759	3.6375	28.707	-0.2534	0.4888	-0.3329
Si	5.2276	6.372	28.707	-0.1156	0.1393	-0.6935
Si	7.9621	9.1065	28.707	-0.1959	-0.0578	0.6253
Si	1.1259	2.2702	30.0743	-0.0131	0.0273	0.0728
Si	3.8604	5.0047	30.0743	0.0139	-0.094	-0.0173
Si	1.1259	-3.1988	30.0743	0.0148	-0.0996	-0.0363
Si	3.8604	-0.4643	30.0743	0.066	0.0358	0.0057
Si	-4.3431	2.2702	30.0743	-0.028	-0.0378	-0.0533
Si	-1.6086	5.0047	30.0743	-0.0502	0.0721	-0.0043
Si	6.5949	7.7392	30.0743	-0.0365	0.127	0.0536
Si	-1.6086	-0.4643	30.0743	-0.0047	-0.0259	-0.0077
Si	4.1018	1.3673	0.6835	-0.1184	0.0456	-0.028
Si	6.8362	4.1018	0.6835	-0.0375	0.1207	0.0049
Si	4.1018	-4.1018	0.6835	0.1047	-0.0787	-0.0058
Si	6.8362	-1.3673	0.6835	0.042	-0.1562	-0.0216
Si	9.5708	1.3673	0.6835	0.0843	-0.0266	0.015
Si	1.3673	4.1018	0.6835	0.0753	-0.1127	-0.0138
Si	9.5708	-4.1018	0.6835	-0.0783	0.0897	-0.0183
Si	1.3673	-1.3673	0.6835	-0.0691	0.1437	-0.0031
Si	2.7345	0	2.0507	-0.2274	0.2558	-0.0269
Si	5.469	2.7345	2.0507	-0.2973	0.2001	-0.1574
Si	2.7345	-5.469	2.0507	0.1571	-0.2019	-0.0229
Si	5.469	-2.7345	2.0507	0.2424	-0.1816	0.0406
Si	8.2035	0	2.0507	0.2177	-0.4011	-0.1175
Si	10.938	2.7345	2.0507	0.2969	-0.2119	0.0357
Si	8.2035	5.469	2.0507	-0.2214	0.3182	-0.0526
Si	10.938	-2.7345	2.0507	-0.2506	0.1293	-0.1013
Si	4.0855	-1.3791	3.3561	0.0108	0.009	0.0092
Si	6.8036	1.3321	3.3352	-0.0325	0.0027	-0.0285
Si	4.0999	4.0989	3.4751	-0.0049	0.0012	-0.0331
Si	6.8372	-4.1027	3.489	-0.0045	-0.003	0.0058
Si	9.5662	-1.3832	3.4769	-0.0068	-0.0203	-0.0293
Si	1.3706	1.3641	3.4878	-0.005	-0.0039	0.0064
Si	9.5756	4.1172	3.3514	0.0263	-0.0164	0.031
Si	1.3694	-4.0951	3.3597	-0.0174	-0.0119	-0.0373
Si	5.429	-0.0081	4.6833	0.0218	0.0128	-0.0183
Si	8.1817	2.7124	4.5856	-0.011	0.0006	-0.0648
Si	5.4488	5.4727	4.8859	-0.0227	-0.0135	-0.0529
Si	8.2003	-2.7337	4.918	0.0068	0.0297	-0.0121
Si	0.0117	-0.0455	4.873	-0.0229	0.0162	-0.0652
Si	2.7447	2.7429	4.9021	0.0158	0.0268	-0.0113
Si	10.9385	5.4931	4.6905	0.0233	0.0061	-0.0081
Si	2.7229	-2.7293	4.6845	-0.0119	-0.0174	-0.0482
Si	4.1566	1.2975	6.1863	-0.0001	-0.0313	0.0524
Si	6.8717	3.9702	6.0504	0.0583	-0.0171	0.1054
Si	4.0156	-4.0257	6.1522	0.022	0.0835	0.0657
Si	6.7472	-1.2788	6.1561	-0.0225	-0.0086	0.0278
Si	-1.4521	1.408	6.0187	-0.0023	0.0486	0.0725
Si	1.3426	4.216	6.1527	-0.0652	-0.0327	0.0223
Si	8.7168	4.8546	7.2101	0.0068	-0.0154	-0.0735
Si	1.4292	-1.4563	6.1761	0.0918	-0.0028	0.0714
Si	3.179	-0.454	7.455	-0.0146	-0.0115	-0.0242
Si	5.9683	2.2215	7.4143	-0.0992	0.115	-0.0357
Si	2.2582	-4.9397	7.4679	0.0834	-0.0906	-0.0206
Si	4.9185	-2.2095	7.384	0.0128	-0.0203	0.0584
Si	7.7213	0.5382	7.3352	0.0955	-0.091	-0.0654
Si	-0.4859	3.1678	7.2253	0.0232	0.0413	0.0509
Si	9.6527	-4.1579	6.2009	-0.0102	-0.0452	0.0517
Si	0.5297	-3.2445	7.4861	-0.0982	0.0679	-0.0517
Si	3.2078	4.2249	24.4066	-0.0271	-0.0187	0.0111
Si	1.3977	2.4643	24.598	0.0528	-0.0274	0.0076
Si	-2.4038	3.8973	23.1569	-0.0492	-0.1176	-0.0947
Si	5.5405	3.2332	9.5179	-0.0553	0.0913	0.1369
Si	5.7386	4.6525	14.1096	-0.0035	-0.0065	-0.0133
Si	3.6357	5.4844	17.5528	-0.0035	-0.0009	-0.0286
Si	-4.3328	6.0707	16.822	0.0011	-0.0034	-0.0167
Si	1.1893	6.9311	18.5326	0.0051	0.0014	-0.0266
Si	4.0706	-1.2987	21.6497	0.0688	-0.0019	-0.08
Si	2.9531	5.0799	9.5426	0.106	-0.0581	0.2302
Si	2.0131	7.1536	21.4554	-0.0272	-0.0406	-0.0159
Si	-3.0475	4.2841	18.8024	0.0139	0.0014	-0.0407
Si	-1.1659	2.3064	16.1741	-0.0132	0.0043	0.0194
Si	-4.0946	-2.2494	15.3705	0.0091	-0.0263	0.0537
Si	-3.8728	-2.4387	21.5675	0.0007	0.0086	0.059
Si	6.6046	-2.9788	9.8409	-0.0142	-0.0128	0.0689
Si	0.1878	-2.1479	9.5547	-0.014	0.0902	0.0729
Si	2.7696	-4.3692	12.4162	-0.0085	0.0036	0.0147
Si	5.6458	-3.6643	12.7523	-0.0225	-0.0234	0.0558
Si	8.0037	5.0791	9.3822	-0.0015	-0.0456	0.0781
Si	0.5816	0.1606	15.1622	-0.0012	-0.0075	0.0397
Si	8.5196	-0.409	9.3149	0.0543	-0.04	0.0912
Si	-4.2542	5.4891	21.2471	0.0149	0.0166	-0.0213
Si	4.7626	0.8917	11.5972	0.0184	0.0194	0.0049
Si	9.9893	4.3515	11.6696	0.0148	0.0337	0.0373
Si	-0.1031	4.1082	18.5871	-0.0023	0.0006	-0.0138
Si	7.798	0.3102	12.0753	-0.0096	0.012	0.0368
Si	3.7229	4.5798	22.0518	-0.0257	-0.0137	0.0202
Si	3.1113	0.0811	19.026	-0.0105	0.0102	-0.0385
Si	-0.7589	1.2966	22.6072	0.0098	0.0136	0.0423
Si	2.6895	3.1754	19.5436	-0.0004	0.008	-0.0236
Si	3.3487	1.3767	14.4594	0.0012	0.0404	0.025
Si	5.1146	0.0453	16.6587	0.0198	-0.011	0.0223
Si	-3.2236	1.3122	18.0377	0.0056	-0.0063	0.0142
Si	10.8873	-3.717	12.2564	0.0388	-0.0376	0.0628
Si	2.5077	-0.1123	9.7293	0.0108	-0.0222	0.0497
Si	8.1021	2.9308	13.7304	-0.022	0.0211	0.012
Si	9.3464	-1.6562	13.8221	-0.0207	-0.0031	0.0321
Si	0.4388	-1.189	18.0898	-0.0104	0.0067	-0.0133
Si	3.4484	4.4372	14.5697	0.0075	0.0062	-0.0097
Si	0.8628	2.6429	10.0173	0.0504	0.0359	0.0194
Si	-1.7937	-0.3509	20.1807	-0.0049	-0.0093	-0.0582
O	1.0236	7.1328	22.7416	0.0078	0.0036	-0.0138
O	5.1958	5.9223	17.6206	-0.0132	0.001	0.018
O	5.0443	2.2688	10.7524	0.0313	-0.0088	-0.0574
O	5.401	1.0369	24.1496	-0.0509	-0.0822	-0.0646
O	8.363	0.647	10.5759	0.0085	-0.0499	-0.0585
O	0.245	-2.5797	24.8358	-0.0548	0.1018	0.0878
O	10.7794	2.5924	8.7522	0.0131	-0.012	-0.0173
O	0.5565	-2.7662	17.7093	0.0022	0.0038	-0.0018
O	7.6281	-1.7521	9.5914	-0.002	0.0047	0.0007
O	6.3639	-2.9431	13.9975	-0.0041	-0.0006	-0.0306
O	10.5517	-3.074	10.7841	-0.0042	0.0147	-0.0367
O	6.3548	0.6557	17.4895	-0.007	-0.0017	-0.0153
O	4.0386	-3.4442	12.8453	-0.0127	-0.0026	-0.0302
O	10.8425	-5.3434	12.2715	-0.0328	-0.0464	-0.0431
O	2.7534	6.738	18.105	0.0036	-0.0007	0.021
O	6.5007	3.2509	13.7563	0.0227	-0.0055	-0.0052
O	5.2687	5.1351	21.9795	0.0173	0.0024	0.0169
O	2.9275	1.69	18.9401	0.0112	-0.0175	0.0129
O	3.1757	5.1461	16.0241	-0.0021	0.0091	0.0287
O	-1.9742	1.1349	16.995	-0.0045	0.0039	-0.0084
O	1.9999	3.779	9.7991	-0.0282	0.0405	-0.0065
O	-3.5616	-2.846	23.1124	-0.0072	0.0748	0.0861
O	5.7024	-1.1674	15.7579	0.0079	0.0165	-0.005
O	-0.7764	0.491	21.1695	0.0083	0.0122	0.0692
O	9.8422	-3.1491	13.3733	-0.0153	0.022	-0.016
O	-3.7009	3.0518	23.7245	-0.0047	0.0128	-0.0061
O	-0.0817	1.6444	15.1679	0.0001	0.0019	-0.02
O	6.1736	0.169	11.9876	0.005	-0.0092	0.0012
O	7.3219	-4.3839	9.4745	-0.0172	0.0628	-0.0067
O	-3.0976	5.4626	17.6827	0.0069	-0.0198	0.0291
O	2.1185	0.3193	14.6487	-0.0001	-0.0026	-0.0154
O	3.6946	-0.6662	23.1081	0.0302	-0.0075	-0.006
O	-4.1728	4.5686	19.9239	-0.0101	-0.0087	0.0101
O	-0.3637	3.2671	17.2137	0.0063	0.0036	-0.0001
O	3.1376	-2.6194	21.4911	0.0122	0.0576	0.0309
O	-0.9159	-0.993	18.9698	0.0041	-0.0005	0.0097
O	1.6067	1.2001	10.1599	-0.0348	0.0607	-0.0187
O	5.9496	-5.2741	12.8187	-0.0015	0.0172	-0.0018
O	-1.5273	2.7315	22.3906	0.0029	0.0224	0.0425
O	-4.0801	7.0594	20.8083	0.0132	0.0073	0.0176
O	1.0611	3.4539	19.5395	0.0074	-0.0011	0.0164
O	4.4821	4.4878	9.3539	-0.1229	0.0232	-0.0304
O	6.9764	3.9146	9.933	-0.013	-0.0031	-0.0621
O	-1.5144	0.2368	23.5935	-0.0601	-0.0495	0.1196
O	3.8575	-0.1152	10.6752	-0.0295	-0.0122	-0.0262
O	2.8386	2.9194	14.6158	0.0002	-0.0392	-0.0182
O	1.6082	-1.4579	10.0448	-0.0129	-0.0226	-0.0216
O	1.4952	-3.3801	12.6411	0.015	0.0039	-0.0223
O	3.9677	1.215	12.9689	-0.0077	-0.0083	0.0049
O	5.2743	-2.7516	8.9256	0.0175	0.0101	-0.0725
O	9.3359	4.9523	10.3096	-0.0277	0.0112	0.0076
O	-0.0012	3.0498	11.3521	0.0259	0.0189	-0.0316
O	1.0831	7.2756	20.1273	0.0061	0.008	0.045
O	3.371	3.3018	21.0453	0.0175	-0.0027	0.0254
O	2.6607	5.26	13.3927	0.0034	-0.0044	-0.0114
O	0.7247	1.713	23.2299	-0.054	-0.0331	-0.0159
O	10.6917	-0.8006	14.1467	0.0049	0.0151	-0.0124
O	0.3481	5.6017	18.1445	0.0054	0.0036	0.0074
O	-3.52	2.8983	18.1236	-0.0024	0.0103	0.0149
O	-2.9883	5.0589	22.1717	0.0105	0.0096	0.0565
O	3.9954	-0.4376	17.7475	0.0063	0.0044	0.0104
O	-2.5851	-1.6589	15.1254	-0.0024	-0.0034	-0.0282
O	8.5007	-1.0726	12.5556	0.0188	-0.0114	0.0048
O	6.5017	5.3038	15.3979	0.0209	0.0295	0.0315
O	1.6831	-0.6872	19.0073	0.0203	0.0045	0.015
O	2.7743	5.7305	21.3975	-0.0038	0.0207	0.0052
O	8.2557	1.4161	13.1729	0.0064	-0.0061	-0.0165
O	6.1957	-3.0056	11.3979	0.0318	0.0184	-0.0815
O	4.4674	1.1239	15.6234	0.0061	-0.0069	-0.0124
O	-2.6585	-1.5343	20.933	-0.0457	-0.0268	0.0447
O	3.7942	-0.2364	20.4585	0.0303	-0.0624	0.0999
O	0.4971	-0.3939	16.6832	0.0024	-0.0135	0
O	3.4238	4.1951	18.5132	0.004	-0.0021	0.0198
O	2.8913	-4.8527	10.8484	0.0002	-0.1182	-0.1422
O	-3.991	7.6366	16.5998	0.0037	0.0302	-0.027
O	8.8464	3.9647	12.7382	0.0177	-0.0028	-0.0239
O	-2.8599	0.6875	19.4973	0.0041	-0.0035	0.0126
O	10.0843	-0.9105	9.2164	-0.0386	0.0064	-0.0112
O	5.6588	-1.6296	21.5282	-0.0454	0.0167	0.0523
O	-2.2219	3.1129	15.2293	0.0253	-0.0129	-0.0003
O	-1.5249	4.1774	19.4012	-0.0032	0.0026	0.0185

Results
free energy: -127441.196 eV
free energy less fixed offsets of O -568.88, Si -635.61 eV per atom: -3.836 eV

The program warned: the cutoff lies below the one the program advises for these potential files; the forces do not sum to zero within the program's tolerance; the exchange-correlation potential is rough where the density is thin.
